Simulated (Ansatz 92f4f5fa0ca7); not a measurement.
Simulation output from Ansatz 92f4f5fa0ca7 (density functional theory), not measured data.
Periodic cell of 422 atoms, Si266O156, from a study of silicon, its oxide and their interface. The atomic structure is a simulated model.
Doubt: the cutoff is far below the 930 eV that the study's wrapper takes by default for these files, so forces and energies are approximate.

Settings
functional: PBE
potential files: Ansatz PAW
basis: plane waves
wave-function cutoff: 580 eV
density cutoff ratio: 5
exchange-correlation grid ratio: 1
k mesh: 1 x 1 x 1, Gamma-centred
self-consistency stop: 5e-08 eV per atom in the density residual
occupations: fixed
spin: none
net charge: 0

Cell vectors (angstrom)
a	15.4687	0	0
b	0	12.8259	0
c	0	0	37.2444

Atoms and the computed forces on them: element, x, y, z (angstrom), force x, y, z (eV/angstrom)
Si	-0.016	1.168	34.575	0.004	0.026	-0.131
Si	3.861	1.159	34.608	-0.016	-0.053	-0.046
Si	7.71	1.154	34.595	0.073	0.001	0.025
Si	11.567	1.172	34.529	0.024	-0.057	-0.193
Si	1.879	7.607	34.558	0.003	-0.042	-0.063
Si	5.779	7.606	34.581	0.03	0.007	-0.059
Si	9.694	7.609	34.522	-0.039	-0.002	-0.059
Si	13.486	7.61	34.481	0.023	-0.014	0.008
Si	1.934	5.247	34.977	-0.182	0.42	0.054
Si	5.801	5.247	34.977	-0.008	0.323	0.629
Si	9.668	5.247	34.977	-0.014	0.199	-0.025
Si	13.535	5.247	34.977	0.024	0.441	-0.302
Si	0	11.66	34.977	0.006	-0.081	-0.312
Si	3.867	11.66	34.977	-0.118	0.248	0.793
Si	7.734	11.66	34.977	0.05	0.062	0.096
Si	11.602	11.66	34.977	-0.124	-0.157	-0.76
Si	0	4.664	36.214	0.015	0.039	-0.024
Si	3.867	4.664	36.214	0.142	0.117	0.029
Si	7.734	4.664	36.214	-0.029	0.169	0.086
Si	11.602	4.664	36.214	-0.065	0.04	-0.071
Si	1.934	11.077	36.214	0.028	0.03	0.055
Si	5.801	11.077	36.214	0.034	-0.086	-0.031
Si	9.668	11.077	36.214	-0.001	-0.037	-0.057
Si	13.535	11.077	36.214	0.069	-0.123	-0.107
Si	0	2.332	36.626	-0.069	-0.013	0.082
Si	3.867	2.332	36.626	-0.026	0.114	0.253
Si	7.734	2.332	36.626	0.029	0.056	0.114
Si	11.602	2.332	36.626	-0.076	-0.039	-0.164
Si	1.934	8.745	36.626	-0.155	0.065	0.034
Si	5.801	8.745	36.626	-0.042	0.076	0.208
Si	9.668	8.745	36.626	0.177	-0.03	-0.155
Si	13.535	8.745	36.626	-0.168	-0.032	-0.395
Si	1.934	1.749	0.619	-0.005	0.008	0.025
Si	5.801	1.749	0.619	0.044	0.043	0.018
Si	9.668	1.749	0.619	-0.029	0.004	-0.003
Si	13.535	1.749	0.619	0.043	-0.038	-0.014
Si	0	8.162	0.619	0.088	-0.019	-0.047
Si	3.867	8.162	0.619	0.047	-0.017	-0.027
Si	7.734	8.162	0.619	-0.033	-0.069	-0.041
Si	11.602	8.162	0.619	-0.014	0.039	-0.021
Si	0	5.83	1.031	-0.015	0.003	0.058
Si	3.867	5.83	1.031	-0.13	-0.086	-0.044
Si	7.734	5.83	1.031	0.034	-0.11	-0.054
Si	11.602	5.83	1.031	0.061	-0.016	-0.007
Si	1.934	12.243	1.031	-0.062	0.002	0.019
Si	5.801	12.243	1.031	-0.008	0.049	0.035
Si	9.668	12.243	1.031	0.001	0.06	0.08
Si	13.535	12.243	1.031	-0.057	0.077	0.04
Si	1.934	5.247	2.268	0.318	0.011	-0.291
Si	5.801	5.247	2.268	0.176	0.035	0.032
Si	9.668	5.247	2.268	-0.131	0	-0.099
Si	13.535	5.247	2.268	-0.223	-0.072	-0.255
Si	0	11.66	2.268	0.073	-0.004	0.378
Si	3.867	11.66	2.268	0.047	-0.025	-0.26
Si	7.734	11.66	2.268	0.12	0.023	0.44
Si	11.602	11.66	2.268	0.174	0.002	0.16
Si	1.934	2.915	2.68	0.017	0.009	0.037
Si	5.801	2.915	2.68	-0.053	-0.057	-0.012
Si	9.668	2.915	2.68	-0.005	0.032	0.113
Si	13.535	2.915	2.68	-0.052	0.087	0.071
Si	0	9.328	2.68	-0.069	-0.036	-0.062
Si	3.867	9.328	2.68	-0.064	-0.084	0.003
Si	7.734	9.328	2.68	0.069	0.086	0.015
Si	11.602	9.328	2.68	0.021	-0.187	-0.112
Si	3.208	3.163	26.814	0.247	0.132	-0.004
Si	3.986	0.951	27.922	-0.351	-0.49	0.714
Si	11.462	2.179	30.33	0.034	0.021	0.101
Si	8.1	5.588	28.352	-0.231	0.227	0.175
Si	0.139	8.729	20.727	-0.035	-0.155	0.276
Si	-1.565	12.299	24.499	-0.18	-0.005	-0.157
Si	15.453	6.918	31.168	0.067	-0.13	0.175
Si	11.316	0.362	26.153	0.044	-0.1	-0.016
Si	4.036	5.107	27.949	0.286	0.15	0.127
Si	8.867	1.302	24.541	0.007	-0.243	0.132
Si	15.156	2.36	24.21	-0.315	-0.121	-0.26
Si	17.325	6.383	21.687	-0.012	0.115	0.163
Si	-0.047	11.062	26.949	-0.067	-0.167	-0.114
Si	7.633	7.035	31.402	-0.029	-0.118	0.08
Si	4.612	16.679	29.871	0.147	0.04	0.072
Si	11.147	8.937	25.577	-0.023	0.161	-0.087
Si	-1.639	5.025	27.549	-0.361	0.145	0.189
Si	3.853	4.765	31.855	-0.072	0.206	0.043
Si	5.708	7.565	30.172	-0.223	0.019	-0.048
Si	9.561	0.792	31.06	0.131	0.033	-0.145
Si	3.63	9.262	26.204	-0.22	0.077	-0.103
Si	9.012	9.895	29.302	-0.133	0.015	-0.018
Si	9.585	11.154	31.393	-0.013	-0.045	0.113
Si	13.591	11.403	31.512	0.034	-0.139	-0.12
Si	2.742	-1.142	27.82	0.072	0.073	0.1
Si	7.093	3.783	29.737	-0.066	0.108	-0.232
Si	6.285	0.111	28.206	0.054	0.143	-0.184
Si	15.547	2.176	30.204	0.062	-0.187	-0.151
Si	2.776	10.134	29.739	0.042	0.267	0.016
Si	6.743	10.494	28.352	-0.009	-0.032	0.223
Si	7.505	1.391	29.889	-0.175	-0.13	-0.109
Si	7.663	4.701	31.805	0.029	0.156	0.198
Si	3.901	1.575	30.178	-0.05	0.072	-0.134
Si	1.886	0.933	31.236	-0.006	0.152	0.052
Si	11.512	2.813	28.036	-0.082	-0.156	0.62
Si	13.501	-5.54	29.877	-0.077	0.122	-0.297
Si	-1.929	1.04	31.075	-0.255	0.088	-0.043
Si	3.779	7.051	31.376	0.076	-0.131	0.213
Si	10.804	10.706	27.931	-0.525	0.009	0.072
Si	11.529	4.375	31.615	0.042	-0.021	-0.122
Si	0.02	4.424	31.532	-0.07	0.113	0.018
Si	5.763	0.701	31.343	-0.133	0.016	0.001
Si	6.008	6.676	27.937	0.248	-0.126	0.176
Si	11.401	6.78	30.946	0.099	-0.079	0.192
Si	1.993	11.358	31.63	-0.171	-0.165	-0.137
Si	5.741	11.187	31.826	0.099	0.056	0.013
Si	5.197	9.874	30.001	0.048	-0.175	-0.209
Si	9.282	7.376	29.786	0.076	-0.004	-0.13
Si	1.881	4.084	32.947	0.082	-0.168	-0.043
Si	5.766	4.096	33.006	0.078	0.031	0.233
Si	9.628	4.047	32.952	-0.042	-0.039	0
Si	13.54	4.118	32.891	-0.09	-0.021	0.077
Si	0.014	10.613	32.793	-0.041	0.155	-0.169
Si	3.79	10.598	32.963	0.122	0.057	0.132
Si	7.764	10.587	32.881	0.017	0.021	-0.121
Si	11.594	10.584	32.706	0.009	0.079	-0.081
Si	1.945	1.789	33.406	-0.179	0.05	0.115
Si	5.781	1.784	33.418	-0.072	-0.018	-0.042
Si	9.578	1.711	33.284	0	0.007	0.08
Si	13.531	1.799	33.318	0.034	0.082	0.078
Si	-0.033	8.197	33.223	-0.012	-0.207	0.021
Si	3.828	8.253	33.39	-0.043	0.071	-0.164
Si	7.719	8.259	33.379	0.076	0.006	0.044
Si	11.561	8.138	33.088	0.03	-0.098	-0.066
Si	0	2.332	3.917	-0.127	-0.5	0.199
Si	3.867	2.332	3.917	0.247	-0.007	-0.262
Si	7.734	2.332	3.917	0.085	-0.14	0.53
Si	11.602	2.332	3.917	0.092	-0.216	0.345
Si	1.934	8.745	3.917	0.015	-0.122	-0.378
Si	5.801	8.745	3.917	0.031	0.117	0.321
Si	9.668	8.745	3.917	-0.08	-0.072	-0.385
Si	13.535	8.745	3.917	0.057	-0.524	-0.81
Si	1.967	6.415	4.285	-0.027	-0.114	-0.079
Si	5.852	6.401	4.347	-0.021	-0.152	0.096
Si	9.592	6.41	4.316	0.041	-0.019	0.209
Si	13.491	6.385	4.306	-0.027	-0.07	0.096
Si	0.042	12.813	4.403	0.017	0.088	0.008
Si	3.916	12.807	4.302	0.079	-0.049	0.089
Si	7.824	12.832	4.405	-0.057	0.01	0.028
Si	11.681	12.806	4.367	0.079	0.02	-0.023
Si	0.021	5.637	5.339	0.28	0.437	-0.032
Si	3.896	5.897	5.56	-0.071	0.302	-0.077
Si	7.745	5.722	5.674	0.017	-0.057	-0.005
Si	11.502	5.81	5.522	-0.117	-0.086	-0.099
Si	2.03	12.235	5.603	0.023	-0.022	-0.069
Si	5.835	12.278	5.611	0.064	0.113	-0.121
Si	9.823	12.228	5.676	-0.008	0.001	0.074
Si	13.593	12.142	5.678	-0.064	0.155	0.131
Si	0.027	3.363	6.036	-0.101	-0.08	0.156
Si	3.857	3.547	5.921	0.129	-0.229	0.216
Si	7.721	3.372	6.11	-0.02	0.008	0.051
Si	11.537	3.509	5.995	-0.093	0.056	-0.037
Si	1.954	9.909	5.928	0.022	0.031	0.084
Si	5.862	9.926	6.027	-0.089	-0.115	0.18
Si	9.757	9.851	5.96	0.065	0.097	-0.05
Si	13.534	9.813	5.91	0.015	-0.263	-0.156
Si	3.555	2.284	13.318	-0.186	0.079	-0.134
Si	4.982	4.414	9.285	0.146	-0.42	0.058
Si	14.53	6.947	10.001	-0.363	-0.125	0.433
Si	6.276	-0.058	9.324	-0.183	0.08	0.047
Si	-1.903	12.217	8.134	0.031	-0.179	0.209
Si	3.841	9.502	7.278	0.037	0.355	-0.06
Si	8.039	14.639	10.955	0.064	-0.116	0.214
Si	10.66	6.512	12.105	0.185	-0.019	-0.028
Si	0.041	6.843	7.289	0.038	-0.41	-0.539
Si	3.963	7.181	7.575	-0.149	-0.222	-0.081
Si	9.691	2.778	7.415	-0.11	-0.123	-0.194
Si	7.802	6.834	7.796	-0.087	-0.22	0.017
Si	3.233	10.962	9.181	0.085	0.071	-0.408
Si	5.076	13.546	7.512	0.018	-0.19	-0.129
Si	9.797	16.612	9.595	-0.141	-0.036	0.13
Si	11.939	15.786	10.609	0.113	-0.257	-0.356
Si	2.052	2.669	7.175	-0.121	-0.013	0.07
Si	8.073	10.178	9.145	0.145	-0.075	0.111
Si	12.294	3.355	16.387	-0.117	0.029	0.023
Si	11.55	6.796	7.664	0.209	-0.204	0.188
Si	1.005	14.31	14.736	0.105	-0.126	-0.094
Si	8.725	11.004	14.14	0.203	-0.163	0.084
Si	5.674	15.829	7.345	0.138	0.378	-0.04
Si	9.709	18.949	9.165	0.177	0.285	0.27
Si	-2.959	0.782	12.562	-0.129	-0.103	-0.083
Si	1.706	3.17	10.949	0.252	0.275	-0.192
Si	13.612	5.762	8.202	-0.038	0.056	-0.312
Si	16.309	-1.826	12.243	0.032	-0.368	-0.291
Si	2.723	13.144	7.713	0.163	-0.198	-0.152
Si	-0.004	9.192	7.038	-0.025	0.067	0.119
Si	11.664	9.109	7.12	-0.046	0.015	0.02
Si	13.556	9.113	10.204	-0.078	-0.061	-0.244
Si	-7.592	9.097	7.121	-0.272	-0.035	-0.03
Si	-0.393	-2.382	8.977	-0.133	-0.017	0.001
Si	2.603	4.044	8.953	-0.003	0.166	0.284
Si	10.392	0.491	7.795	-0.005	0.181	0.138
Si	1.45	9.936	10.269	0.171	-0.362	-0.008
Si	6.082	8.66	10.775	-0.098	-0.492	0.153
Si	4.843	4.678	12.263	-0.051	-0.031	-0.171
Si	16.821	7.503	10.297	-0.203	0.187	0.152
Si	-1.992	3.378	7.346	0.188	0.203	-0.006
Si	5.179	-3.024	16.571	0.114	-0.091	0.02
Si	9.972	-0.366	11.618	0.314	-0.181	-0.046
Si	9.991	-1.326	9.499	0.035	0.038	-0.259
Si	0.004	13.916	11.947	0.241	0.003	0.066
Si	12.636	8.969	16.79	-0.108	-0.098	0.052
Si	12.625	1.522	8.637	-0.199	-0.033	0.306
Si	17.46	5.993	11.944	-0.185	0.303	-0.177
O	19.59	3.031	17.399	-0.053	-0.065	0.059
O	-14.142	20.386	20.647	0.032	0.013	-0.065
O	5.538	14.487	21.501	-0.097	0.245	0.148
O	10.87	-1.155	22.386	-0.084	-0.025	-0.045
O	10.384	8.463	20.142	-0.018	-0.061	-0.094
O	6.461	11.075	22.755	-0.069	0.011	-0.021
O	9.623	13.245	20.627	-0.026	0.036	0.015
O	16.703	4.533	11.75	0.112	-0.092	0.035
O	9.765	19.596	10.759	-0.043	-0.077	-0.35
O	9.442	1.358	15.638	0.051	-0.074	-0.05
O	6.937	1.617	14.743	-0.178	-0.063	-0.159
O	7.036	14.305	12.195	0.021	0.315	-0.08
O	35.624	19.775	14.487	-0.026	0.023	0.011
O	5.159	10.625	15.156	-0.006	0.122	-0.147
O	-2.107	11.349	23.263	0.064	0.002	0.039
O	19.821	16.522	13.468	0.077	-0.008	0.015
O	5.944	8.055	12.322	0.086	0.18	-0.148
O	12.601	-12.205	14.166	0.088	0.007	0.057
O	16.057	15.34	20.628	-0.012	0.027	0.004
O	1.189	12.032	27.371	0.002	0.221	0.06
O	12.341	9.643	13.148	0.023	0.076	0.176
O	4.55	18.445	16.783	-0.026	-0.03	-0.016
O	10.482	20.534	13.185	-0.034	0.039	0.077
O	4.644	13.915	13.365	-0.037	0.053	0.008
O	9.598	8.46	25.691	-0.202	-0.083	0.153
O	-0.992	8.271	19.646	-0.018	0.039	-0.052
O	5.503	6.863	20.256	-0.055	-0.112	0.018
O	-6.326	0.146	17.977	0.001	-0.009	-0.023
O	10.385	5.065	12.83	-0.075	-0.067	-0.109
O	0.426	2.145	10.761	-0.118	-0.038	0.03
O	20.769	4.376	21.475	0.025	-0.205	0.03
O	14.557	20.906	13.301	-0.037	0.153	0.245
O	15.654	-12.615	19.4	-0.007	0.036	0.034
O	12.022	5.257	23.886	-0.01	-0.042	0.141
O	-15.308	2.378	25.776	0.073	0.012	0.111
O	12.231	6.501	11.701	-0.442	-0.055	0.098
O	12.628	12.609	25.433	0.005	0.011	0.094
O	8.29	0.078	23.6	-0.02	0.03	-0.116
O	15.349	4.454	27.41	0.189	0.012	-0.063
O	0.268	2.092	16.024	-0.034	-0.007	0.236
Si	3.965	19.736	15.976	0.108	0.053	0.024
Si	13.398	10.482	29.319	0.308	0.212	0.81
Si	8.526	19.715	22.818	0.054	0.308	0.063
Si	0.995	8.332	25.951	-0.336	-0.032	-0.147
Si	4.66	4.486	17.938	0.076	0.12	-0.095
Si	-0.255	6.64	13.747	0.011	-0.005	-0.353
Si	13.821	9.341	12.521	0.041	-0.015	-0.352
Si	7.968	8.769	17.667	-0.066	-0.074	-0.083
Si	12.406	0.288	15.745	-0.18	0.134	0.006
Si	16.21	3.058	27.163	-0.439	-0.059	0.159
Si	5.749	6.715	9.031	0.098	0.237	0.124
Si	7.607	17.287	17.544	0.102	0.026	-0.132
Si	16.35	18.89	16.54	0.099	0.092	-0.11
Si	10.216	4.545	14.369	-0.14	0.09	0.176
Si	-3.434	10.472	8.962	-0.073	0.096	0.239
Si	9.356	17.487	26.572	0.2	-0.084	0.001
Si	14.235	-2.108	16.623	0.09	0.075	0.063
Si	2.549	6.987	27.992	-0.361	0.195	-0.048
Si	7.372	24.412	23.999	0.129	-0.02	0.098
Si	9.536	-0.069	16.404	-0.056	0.118	0.111
Si	18.59	11.602	17.394	0.07	-0.053	-0.042
Si	0.677	14.625	19.16	0.235	-0.224	0.218
Si	8.11	4.172	24.481	0.378	-0.068	0.265
Si	11.971	18.86	25.33	-0.167	0.064	-0.202
Si	6.036	6.957	13.533	0.03	0.063	0.001
Si	11.132	8.01	21.525	0.075	0.162	0.029
Si	0.573	-1.394	19.175	0.141	0.05	-0.09
Si	2.01	6.29	8.477	-0.122	0.154	-0.434
Si	8.241	2.398	15.322	0.101	0.061	0.033
Si	-9.006	13.469	25.988	0.787	-0.455	0.43
Si	29.016	18.37	11.55	0.422	0.534	-0.325
Si	-5.157	16.812	18.774	-0.069	-0.048	-0.112
Si	22.394	10.846	21.205	0.143	-0.082	0.09
Si	26.623	8.937	14.016	-0.002	-0.021	-0.091
Si	16.96	28.906	21.772	-0.103	0.15	0.08
Si	8.127	8.859	25.103	0.186	0.057	0.01
Si	3.691	14.419	18.067	0.041	-0.008	-0.165
Si	-0.098	16.002	17.194	-0.224	0.247	-0.691
Si	1.942	7.791	30.095	-0.006	0.089	-0.116
Si	4.883	10.838	10.915	-0.038	-0.091	0.289
Si	-10.892	5.6	20.66	-0.118	0.177	-0.194
Si	21.505	13.697	20.152	0.207	-0.193	-0.252
Si	-2.932	18.265	20.444	-0.036	0.011	0.12
Si	8.346	19.473	15.605	-0.015	-0.103	0.019
Si	14.304	7.079	18.543	-0.009	0.028	0.056
Si	9.96	11.72	21.035	0.039	0.062	0.175
Si	5.859	11.223	13.784	-0.009	-0.322	0.209
Si	9.011	1.13	19.295	0.104	-0.087	-0.093
Si	6.412	8.746	26.686	-0.012	0.072	-0.28
Si	4.712	2.96	22.127	-0.135	0.097	-0.114
Si	11.913	23.426	23.056	0.035	0.104	-0.01
Si	13.432	4.816	23.167	-0.001	0.092	0.033
Si	6.821	-5.034	20.321	0.089	0.125	-0.077
Si	15.355	7.426	23.383	-0.053	-0.058	0.009
Si	10.454	-3.152	19.041	-0.101	0.037	0.154
Si	16.732	-1.714	15.037	0.105	0.15	-0.152
Si	21.718	13.614	13.476	0.181	0.165	0.14
Si	5.138	15.879	24.468	0.049	-0.351	-0.297
O	8.549	11.71	15.622	-0.003	-0.001	-0.155
O	11.568	-3.378	17.915	0.145	0.009	-0.077
O	15.264	6.368	15.346	-0.103	0.023	0.027
O	3.444	13.174	17.02	-0.006	0.054	0.047
O	-0.191	8.059	24.871	0.132	0.051	0.163
O	18.917	23.663	26.584	0.26	-0.181	-0.134
O	13.317	18.415	26.117	0.126	-0.069	0.063
O	-5.067	13.844	24.976	0.018	0.079	-0.019
O	17.602	-1.363	18.678	-0.062	-0.018	0.079
O	38.341	26.738	9.634	0.118	0.046	-0.051
O	7.742	7.834	23.89	-0.06	-0.048	-0.031
O	8.909	17.607	18.479	0.027	-0.018	0.083
O	18.974	33.97	27.561	0.064	-0.214	-0.045
O	5.252	3.885	10.881	-0.046	0.12	-0.099
O	14.947	11.48	25.443	0.078	-0.071	0.172
O	2.332	19.528	16.081	-0.09	-0.091	0.021
O	29.404	13.45	11.8	-0.012	-0.038	-0.101
O	-19.378	12.407	12.016	-0.075	0.093	-0.047
O	11.341	22.964	24.504	-0.01	-0.087	0.035
O	16.717	4.865	21.507	0.031	-0.148	-0.11
O	19.35	4.986	19.292	0.003	-0.034	0.142
O	13.194	4.467	21.588	-0.013	-0.026	-0.075
O	-3.837	16.751	14.966	0.107	-0.015	0.051
O	3.613	5.735	11.961	-0.115	0.149	-0.009
O	3.091	2.882	21.753	0.199	-0.031	-0.017
O	0.171	1.848	13.385	-0.143	0.019	-0.033
O	8.957	3.491	14.341	-0.018	-0.039	-0.085
O	-3.422	20.483	25.159	0.089	-0.098	0.037
O	13.482	8.844	29.287	-0.019	-0.135	-0.005
O	20.939	14.383	25.076	-0.304	0.502	-0.145
O	3.458	6.269	21.629	0.06	-0.078	-0.043
O	-8.181	-2.447	13.705	-0.091	0.037	-0.053
O	11.837	-4.303	15.433	-0.018	-0.092	0.012
O	6.721	22.382	17.01	-0.012	0.018	-0.011
O	6.472	9.362	20.687	-0.042	0.021	0.036
O	25.968	-0.805	26.977	0	-0.026	0.027
O	14.393	18.955	23.268	0.005	-0.036	-0.009
O	0.526	23.135	20.41	0.013	0.114	-0.06
O	13.773	6.264	28.604	-0.014	-0.115	-0.017
O	6.232	-8.482	18.391	-0.055	-0.036	0.131
O	9.915	15.285	19.135	0.04	0.038	0.065
O	14.284	11.143	28.109	0.01	0.071	-0.121
O	22.905	32.818	14.352	-0.084	0.035	-0.07
O	-8.549	24.157	8.895	-0.069	0.104	-0.244
O	-2.143	-5.229	17.354	-0.023	-0.031	-0.028
O	-3.597	1.467	27.201	0.127	-0.012	-0.183
O	16.778	19.824	26.858	0.245	-0.004	0.091
O	21.938	16.856	24.729	-0.161	-0.013	-0.046
O	2.438	10.861	16.114	-0.003	-0.044	0.056
O	11.877	2.21	12.087	-0.076	0.104	0.203
O	11.274	3.977	17.478	0.019	0.032	0.008
O	-6.761	15.587	23.825	-0.078	0.189	-0.154
O	31.905	12.595	11.87	-0.045	0.152	0.068
O	29.109	-0.614	16.274	0.065	-0.051	-0.009
O	10.59	18.489	26.1	-0.08	-0.016	0.018
O	15.37	10.333	15.493	-0.063	0.04	0.153
O	-0.449	8.584	22.264	0.074	0.026	-0.126
O	17.862	8.814	25.22	0.173	0.053	0.022
O	11.88	11.092	29.108	-0.024	-0.136	-0.261
O	8.423	16.174	10.522	0.154	0.054	-0.094
O	9.721	18.675	15.24	0.05	-0.011	-0.003
O	15.01	23.684	18.061	-0.082	-0.056	-0.084
O	16.798	19.43	13.304	-0.011	-0.078	0.333
O	-2.693	3.856	28.017	0.19	0.086	-0.136
O	13.842	16.579	16.796	0.145	-0.033	0.101
O	12.19	6.845	21.173	0.005	-0.003	-0.023
O	0.304	6.775	17.894	-0.043	-0.019	0.032
O	-4.4	12.252	16.149	0.104	-0.019	-0.019
O	7.639	9.215	10.462	-0.066	0.11	-0.227
O	2.512	2.086	14.554	0.004	0.03	-0.037
O	4.371	21.196	16.601	-0.02	-0.021	-0.031
O	7.97	14.148	25.913	0.132	0.134	-0.305
O	0.362	14.997	28.521	0.125	0.088	0.305
O	-3.18	14.554	16.482	0.087	-0.013	0.053
O	10.819	23.878	19.822	0.056	-0.028	-0.121
O	7.391	5.655	16.466	-0.018	-0.003	-0.028
O	1.422	6.897	23.176	0.031	-0.067	-0.124
O	-0.734	10.709	12.659	0.008	-0.097	0.141
O	17.751	1.827	18.827	-0.133	0	0.006
O	13.126	16.922	10.886	-0.068	0.143	0.227
O	9.114	24.872	12.947	-0.089	0.072	0.009
O	9	9.841	18.317	0.102	0.003	0.015
O	10.129	3.393	27.355	-0.096	0.237	-0.19
O	16.402	4.457	16.906	-0.075	-0.092	0.167
O	8.342	10.375	24.497	-0.161	-0.012	-0.025
O	4.871	13.904	19.048	0.026	0.028	0.134
O	-5.964	1.169	11.299	-0.202	0.135	0.003
O	23.923	-7.463	23.393	-0.008	-0.162	-0.07
O	8.765	7.929	16.516	-0.011	0.017	0.011
O	15.936	22.34	26.938	0.046	-0.111	0.029
O	11.554	-16.113	27.041	0.035	-0.129	-0.142
O	16.395	2.73	23.22	0.191	0.048	-0.041
O	4.795	10.825	12.585	-0.1	-0.155	-0.158
O	13.997	16.312	23.923	0.11	-0.098	0.067
O	6.131	-7.332	12.811	0.03	-0.083	-0.059
O	-1.846	5.757	19.255	0.037	-0.042	-0.053
O	7.469	7.744	18.827	-0.03	-0.043	0.137
O	5.57	-0.477	10.755	0.214	0.146	-0.003
O	2.781	2.316	11.868	0.087	-0.122	0.157
O	14.578	0.845	23.915	0.111	0.183	0.006
O	-3.472	9.27	22.114	-0.05	-0.144	-0.05
O	-10.976	-2.052	17.694	-0.091	0.075	0.019
O	22.912	1.488	19.57	-0.198	0.022	0.125
O	5.121	9.01	25.609	-0.017	0.037	0.161
O	8.566	10.881	21.204	-0.07	-0.049	-0.013
O	21.739	-0.746	20.36	-0.095	0.154	-0.008
O	3.726	3.467	25.227	0.057	-0.153	0.083
O	-1.145	5.47	12.999	-0.059	-0.223	0.562
O	25.528	-18.2	22.63	-0.042	-0.098	-0.041
O	6.413	-0.828	25.245	-0.076	-0.046	-0.242
O	9.913	-2.895	14.27	0.027	-0.006	0.043
O	17.201	10.584	13.561	-0.007	0.107	0.144
O	11.154	4.735	19.942	0.011	0.028	0.024
O	7.809	7.065	21.382	-0.035	-0.092	-0.08
O	0.993	12.707	14.936	-0.016	-0.023	0.057
O	23.286	-9.769	16.746	-0.037	0.044	0.006

Results
free energy: -257813.639 eV
free energy less fixed offsets of O -568.88, Si -635.61 eV per atom: 3.901 eV

The program warned: the cutoff lies below the one the program advises for these potential files; the exchange-correlation potential is rough where the density is thin.
